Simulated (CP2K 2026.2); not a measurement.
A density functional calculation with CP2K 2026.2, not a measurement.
Periodic cell of 504 atoms, Si352O152, from a study of silicon, its oxide and their interface. The atomic structure is a simulated model.
Doubt: the forces sum to 1.73 eV/angstrom along one axis rather than to zero, so they err by at least 0.0034 eV/angstrom per atom on average; the grid cutoff is modest.

Settings
functional: PBE
method: Gaussian and plane waves
basis set: DZVP-MOLOPT-SR-GTH
pseudopotentials: GTH-PBE
grid cutoff: 350 Ry, relative cutoff 50 Ry
k points: Gamma only
occupations: fixed
spin: none
net charge: 0

Cell vectors (angstrom)
a	15.3866	0	0
b	0	15.3866	0
c	0.3386	-1.2191	37.6942

Atoms and the computed forces on them: element, x, y, z (angstrom), force x, y, z (eV/angstrom)
Si	15.293	-0.836	31.357	-0.594	-0.157	0.366
Si	0.285	2.358	31.605	0.027	0.362	0.683
Si	15.645	7.086	31.693	-0.009	0.005	-0.06
Si	0.469	9.549	31.734	-0.237	-0.175	0.521
Si	4.293	13.572	31.516	-0.131	0.194	0.746
Si	4.217	3.388	31.463	-0.051	0.085	0.036
Si	4.203	5.886	31.573	-0.102	-0.334	0.505
Si	4.271	10.471	31.744	-0.074	-0.027	0.699
Si	7.925	13.705	31.565	0.171	0.173	0.752
Si	8.017	2.926	31.587	0.029	-0.218	0.793
Si	8.014	5.98	31.785	0.006	0.07	0.843
Si	8.07	10.589	31.515	0.009	-0.24	0.843
Si	11.716	13.491	31.656	0.058	-0.001	-0.012
Si	11.871	3.336	31.626	0.049	0.323	0.593
Si	11.858	5.819	31.596	0.026	-0.058	0.045
Si	11.802	11.061	31.64	0.212	0.206	0.611
Si	2.424	13.969	32.877	0.5	0.162	0.326
Si	2.314	2.703	32.766	0.016	-0.068	-0.028
Si	2.249	6.425	32.83	0.01	-0.01	0.018
Si	2.313	10.204	33.02	0.041	-0.037	0.018
Si	6.094	14.006	32.94	-0.04	0.023	-0.015
Si	6.041	2.661	32.83	0.029	-0.092	-0.054
Si	6.046	6.31	33	-0.004	0.003	-0.032
Si	6.217	10.265	32.979	-0.006	-0.005	-0.033
Si	9.842	14.038	32.915	-0.05	0.042	-0.03
Si	9.97	2.661	32.882	0.01	-0.033	-0.065
Si	9.997	6.323	32.969	-0.042	0.051	-0.045
Si	9.956	10.346	32.914	0.012	0.002	-0.048
Si	13.593	14.157	32.867	-0.036	-0.012	-0.017
Si	13.753	2.723	32.923	-0.001	-0.008	-0.01
Si	13.731	6.47	32.926	-0.01	-0.006	0.008
Si	13.813	10.332	32.757	-0.019	-0.005	-0.014
Si	2.308	0.664	34.082	-0.049	-0.013	-0.037
Si	2.203	4.528	34.249	0.009	0.007	-0.034
Si	2.337	8.274	34.313	0	-0.008	0.005
Si	2.29	12.144	34.354	0.019	0.05	-0.019
Si	6.047	0.661	34.14	0.034	0.004	0.019
Si	6.074	4.438	34.381	0.03	-0.008	0.022
Si	6.124	8.3	34.264	0.002	0.01	0.036
Si	6.14	12.151	34.377	-0.011	-0.011	0.058
Si	9.936	0.663	34.163	-0.012	-0.005	0.001
Si	9.956	4.47	34.389	-0.024	0.011	0.024
Si	9.972	8.346	34.202	-0.023	0.004	0.003
Si	9.889	12.193	34.368	0.022	-0.005	0.025
Si	13.681	0.723	34.202	0.047	0.011	0.011
Si	13.838	4.58	34.337	0.017	0.007	-0.028
Si	13.685	8.434	34.222	0.03	-0.01	-0.034
Si	13.865	12.217	34.212	-0.034	0.019	-0.063
Si	0.328	0.667	35.465	0.005	0.021	-0.023
Si	0.347	4.519	35.678	-0.005	-0.007	0.039
Si	15.692	8.346	35.551	-0.001	0	-0.049
Si	0.339	12.212	35.643	0.001	-0.009	0.021
Si	4.158	0.637	35.559	-0.007	-0.019	-0.022
Si	4.119	4.48	35.651	0.012	-0.005	-0.01
Si	4.229	8.311	35.675	0.019	-0.014	0.013
Si	4.202	12.14	35.697	0.042	-0.021	0.004
Si	7.994	0.672	35.523	-0.021	-0.012	0.011
Si	8.016	4.479	35.704	-0.002	0.014	0.024
Si	8.054	8.317	35.6	0.009	0.023	0.011
Si	8.022	12.183	35.75	-0.033	0.009	0.011
Si	11.814	0.669	35.609	0.002	-0.004	0.016
Si	11.901	4.508	35.684	-0.015	-0.012	-0.021
Si	11.836	8.382	35.643	-0.002	0.009	0.024
Si	11.908	12.198	35.593	-0.009	-0.002	-0.027
Si	0.333	14.17	36.93	-0.001	0.012	0.01
Si	15.715	2.539	36.94	-0.006	-0.003	0.003
Si	15.71	6.463	36.987	0.01	-0.009	0.013
Si	15.712	10.256	36.958	-0.004	-0.019	-0.006
Si	4.178	14.12	36.969	-0.006	-0.007	-0.01
Si	4.143	2.538	36.97	0.007	0.003	0.02
Si	4.19	6.395	37.02	0.002	-0.012	0.012
Si	4.191	10.225	37.039	-0.002	0.017	0.024
Si	8.014	14.167	36.98	0.019	0.019	-0.004
Si	8.011	2.532	36.993	-0.002	0.009	-0.004
Si	8.035	6.426	37.011	-0.005	-0.01	0.006
Si	8.025	10.22	37.02	0.002	-0.017	0.007
Si	11.874	14.123	36.957	-0.018	0.004	0.014
Si	11.861	2.568	37.003	0.005	0	0.009
Si	11.867	6.448	37.002	0.003	0.015	0.028
Si	11.865	10.297	36.994	-0.014	0.01	0
Si	1.922	-0.025	11.567	0.022	0.006	0.008
Si	1.908	3.791	11.562	-0.007	0.003	0.001
Si	1.91	7.676	11.559	-0.006	-0.015	-0.019
Si	1.908	11.5	11.558	-0.007	0	-0.004
Si	5.75	-0.053	11.528	0.025	0.009	-0.002
Si	5.738	3.76	11.568	-0.016	-0.009	-0.009
Si	5.759	7.626	11.563	-0.012	0.016	0.001
Si	5.737	11.469	11.52	0.014	0.003	-0.004
Si	9.639	-0.085	11.524	0.009	-0.003	-0.008
Si	9.612	3.76	11.538	0.007	-0.009	-0.01
Si	9.625	7.628	11.538	-0.003	-0.001	-0.005
Si	9.635	11.476	11.515	0	0.006	-0.015
Si	13.46	-0.037	11.541	-0.008	0.002	-0.004
Si	13.442	3.799	11.564	-0.004	-0.006	-0.002
Si	13.463	7.656	11.572	0.007	0.004	-0.006
Si	13.456	11.486	11.544	-0.01	-0.019	-0.004
Si	1.895	1.889	12.959	-0.015	0.01	0.029
Si	1.907	5.737	12.888	-0.023	-0.001	-0.017
Si	1.91	9.593	12.942	0.018	-0.005	0.034
Si	1.932	13.431	12.915	-0.014	0.011	0.006
Si	5.773	1.831	12.938	0.023	-0.009	0.009
Si	5.698	5.686	12.918	0.014	-0.004	-0.006
Si	5.783	9.566	12.903	-0.003	-0.005	0.009
Si	5.696	13.401	12.856	0.008	-0.014	-0.02
Si	9.66	1.821	12.888	-0.015	0.002	-0.012
Si	9.58	5.688	12.875	-0.014	0.008	0.024
Si	9.692	9.565	12.878	-0.015	-0.007	-0.012
Si	9.625	13.381	12.886	0.01	-0.009	0.01
Si	13.411	1.873	12.926	0.018	0.024	-0.008
Si	13.479	5.726	12.925	-0.014	-0.002	0.018
Si	13.446	9.585	12.943	0.006	0.001	-0.001
Si	13.478	13.421	12.877	0.008	0.004	-0.001
Si	15.306	1.914	14.294	0.007	0.004	-0.054
Si	15.426	5.734	14.295	0.008	-0.004	-0.034
Si	15.356	9.612	14.31	-0.009	0.005	-0.027
Si	15.392	13.47	14.251	0.001	0.014	-0.013
Si	3.841	1.852	14.311	-0.022	0.045	-0.018
Si	3.773	5.741	14.302	0.004	-0.012	-0.009
Si	3.862	9.592	14.276	-0.005	0.003	-0.067
Si	3.831	13.416	14.312	0.01	-0.005	0.007
Si	7.76	1.753	14.232	-0.04	-0.007	-0.02
Si	7.636	5.632	14.226	-0.002	-0.013	-0.025
Si	7.775	9.555	14.185	-0.018	-0.006	-0.032
Si	7.627	13.344	14.144	-0.015	-0.006	-0.002
Si	11.517	1.839	14.349	0.028	0.012	0.004
Si	11.511	5.719	14.213	0.007	0.003	-0.068
Si	11.548	9.587	14.354	0.024	-0.003	-0.005
Si	11.574	13.396	14.238	-0.029	0.007	-0.024
Si	15.229	-0.01	15.637	-0.006	0.004	0.025
Si	15.354	3.82	15.69	0.045	-0.01	0.008
Si	15.411	7.665	15.654	-0.015	0.011	0.031
Si	15.432	11.586	15.638	0.032	-0.018	0.01
Si	3.712	-0.07	15.702	-0.015	0.015	-0.001
Si	3.711	3.808	15.647	-0.43	-0.112	-0.369
Si	3.842	7.682	15.665	-0.002	0.033	0.095
Si	3.913	11.501	15.683	0.014	-0.042	0.026
Si	7.644	-0.201	15.565	-0.027	0.032	-0.004
Si	7.826	3.672	15.554	0.021	0.027	0.038
Si	7.718	7.608	15.476	0.001	-0.001	0.012
Si	7.753	11.473	15.545	0.026	-0.019	-0.005
Si	11.468	-0.131	15.689	-0.011	-0.013	0.086
Si	11.547	3.832	15.615	-0.001	0.007	0.042
Si	11.529	7.6	15.631	0.007	0	0.056
Si	11.606	11.545	15.708	0.025	-0.033	0.075
Si	1.705	0.221	17	0.162	-0.184	-0.766
Si	1.868	3.367	16.997	-0.093	0.199	-0.731
Si	1.932	8.123	16.977	-0.009	-0.228	-0.792
Si	1.968	11.288	16.981	0.023	0.223	-0.807
Si	5.709	0.126	16.89	0.032	-0.232	-0.782
Si	6.227	3.245	17.148	0.348	0.067	-0.521
Si	5.863	7.986	16.825	-0.1	-0.145	-0.746
Si	5.893	11.132	16.935	-0.026	0.197	-0.786
Si	9.524	14.594	16.844	-0.003	-0.3	-0.617
Si	9.658	4.108	16.953	0.05	-0.158	-0.683
Si	9.561	7.256	16.868	0.086	0.078	-0.725
Si	9.617	12.137	16.819	0.073	0.33	-0.677
Si	13.362	-0.376	17.078	-0.056	0.228	-0.793
Si	13.425	4.158	16.953	0.004	-0.173	-0.786
Si	13.468	7.276	16.913	-0.027	0.122	-0.796
Si	13.581	11.879	17.036	-0.135	-0.202	-0.754
Si	13.062	5.726	22.46	0.044	-0.005	-0.138
Si	1.67	7.342	19.986	0.05	0.031	-0.131
Si	4.746	6.136	23.138	0.054	-0.032	0.094
Si	1.593	13.419	19.299	-0.02	-0.038	-0.155
Si	3.965	13.578	21.333	0.096	-0.034	-0.183
Si	6.314	7.097	19.698	0.103	-0.056	-0.275
Si	10.379	10.775	19.469	-0.028	0.045	-0.048
Si	6.15	13.359	19.145	0.005	0.04	-0.229
Si	8.669	-0.472	19.759	-0.121	0.084	-0.113
Si	10.188	5.81	21.4	-0.05	-0.051	-0.105
Si	7.963	0.528	23.703	0.022	-0.024	-0.047
Si	3.807	10.908	22.887	0.025	0.002	0.021
Si	13.008	1.941	19.226	0.016	-0.024	-0.271
Si	11.83	12.124	21.728	-0.012	0.079	0.011
Si	13.145	9.598	19.008	0.099	0.001	-0.1
Si	10.252	14.613	22.384	-0.095	-0.036	0.015
Si	14.923	12.851	21.596	0.063	-0.062	-0.019
Si	3.716	5.909	25.966	0.019	-0.012	0.17
Si	14.534	8.349	21.39	-0.048	-0.018	-0.11
Si	9.665	6.609	27.59	0.017	0.023	0.168
Si	0.505	2.435	23.936	-0.02	0.053	-0.039
Si	3.613	2.459	24.378	-0.02	0.096	-0.06
Si	7.952	6.096	23.575	0.012	0.037	-0.067
Si	4.096	8.454	21.434	0.013	-0.129	-0.05
Si	10.187	13.126	27.125	-0.014	-0.032	0.149
Si	10.17	3.006	19.867	-0.407	-0.183	0.253
Si	9.17	8.224	19.787	0.033	-0.127	-0.127
Si	5.607	11.002	25.549	0.043	-0.03	0.016
Si	12.067	1.154	23.801	-0.019	0.111	-0.024
Si	11.091	10.41	24.02	-0.132	0.038	0.03
Si	1.694	4.573	27.871	0.037	0.011	0.01
Si	4.876	-0.184	23.736	0.12	0.012	0.032
Si	0.743	10.373	23.242	-0.065	0.089	-0.061
Si	14.761	-0.417	23.728	-0.004	0.1	-0.001
Si	6.432	4.036	20.065	-0.004	-0.042	-0.236
Si	12.155	6.661	29.394	-0.026	-0.188	0.577
Si	8.435	2.1	21.147	0.6	0.017	-0.312
Si	1.721	4.338	19.904	0.051	-0.015	-0.142
Si	5.414	3.734	26.751	-0.029	0.051	-0.008
Si	8.121	-0.128	26.598	-0.104	-0.006	0.044
Si	15.201	6.605	29.409	0.011	0.044	0.791
Si	11.186	-0.774	29.661	0.242	-0.371	0.471
Si	15.278	2.458	28.594	-0.044	0.022	0.246
Si	9.533	8.214	25.099	-0.017	-0.019	-0.016
Si	4.001	3.688	21.568	0.009	-0.045	0.011
Si	13.3	3.669	24.555	-0.079	-0.063	-0.004
Si	15.277	13.065	26.146	-0.003	-0.034	0.082
Si	11.064	2.606	26.174	0.162	0.07	-0.032
Si	15.406	9.599	28.871	0.112	-0.085	0.161
Si	3.632	-0.391	28.805	0.036	-0.032	0.071
Si	12.41	9.853	28.949	-0.048	-0.008	0.069
Si	12.291	1.804	28.824	0.074	-0.062	0.186
Si	1.288	10.62	26.153	0.044	-0.095	0.009
Si	5.325	13.786	26.384	-0.061	0.15	0.071
Si	3.983	2.763	29.19	0.077	0.107	0.678
Si	4.714	8.183	29.521	0.079	-0.114	0.174
Si	7.814	8.208	29.509	-0.049	0.041	0.067
Si	8.443	0.572	29.588	0.013	-0.101	0.097
Si	8.387	4.293	26.119	0.02	0.113	0.114
Si	8.715	10.976	25.658	0.046	0.079	-0.003
Si	12.553	11.528	26.353	0.057	-0.004	0.179
Si	0.598	-0.578	28.562	-0.008	-0.007	0.198
Si	14.622	3.374	21.17	-0.012	-0.043	0.072
Si	3.887	8.922	26.684	-0.015	0.011	0.156
Si	1.907	15.352	0.625	0.014	-0.011	0.003
Si	1.893	3.765	0.642	0.005	0.004	-0.002
Si	1.909	7.659	0.657	0.011	0	0.007
Si	1.899	11.471	0.654	0.023	-0.003	0
Si	5.755	15.356	0.651	0.006	-0.013	0.002
Si	5.737	3.77	0.642	0.005	0.012	0.006
Si	5.772	7.63	0.678	-0.004	-0.01	0.012
Si	5.772	11.457	0.693	-0.001	-0.005	0.011
Si	9.611	15.352	0.637	0.001	0.002	-0.002
Si	9.597	3.782	0.663	-0.007	0.006	0.003
Si	9.614	7.647	0.676	0.005	-0.004	0.007
Si	9.613	11.486	0.673	-0.009	0.023	0.004
Si	13.463	15.361	0.621	0	-0.011	-0.002
Si	13.463	3.769	0.638	0.005	0.013	-0.002
Si	13.455	7.656	0.66	-0.013	-0.008	0.001
Si	13.46	11.482	0.644	-0.013	0.001	0.001
Si	1.911	1.862	2.02	-0.006	0.008	0.007
Si	1.902	5.71	1.991	0.005	-0.005	-0.01
Si	1.913	9.564	2.033	-0.007	-0.004	0.006
Si	1.906	13.417	1.987	0.002	0.006	-0.005
Si	5.749	1.872	2.03	-0.002	0.005	-0.003
Si	5.762	5.694	2.013	0.01	0.002	-0.001
Si	5.761	9.544	2.051	-0.006	0.01	0.008
Si	5.766	13.416	2.006	0.001	-0.008	-0.003
Si	9.616	1.868	2.026	0.003	-0.001	0.005
Si	9.603	5.711	2.019	-0.008	0.001	0.007
Si	9.616	9.566	2.037	0.002	-0.003	0.003
Si	9.599	13.426	2.007	-0.016	-0.003	-0.003
Si	13.456	1.868	2.02	0.011	0.002	0.007
Si	13.457	5.709	1.994	-0.006	-0.005	-0.005
Si	13.455	9.571	2.026	0.009	-0.004	0.004
Si	13.463	13.424	1.984	0.001	0.001	-0.006
Si	15.378	1.867	3.379	0.002	-0.011	0.006
Si	15.374	5.713	3.364	-0.006	-0.001	-0.004
Si	15.376	9.563	3.386	0.006	-0.003	0
Si	15.377	13.416	3.36	-0.001	0.001	0
Si	3.83	1.869	3.388	-0.006	-0.001	0.001
Si	3.828	5.71	3.362	0.003	0.006	-0.004
Si	3.833	9.559	3.397	0.003	0.003	0.003
Si	3.832	13.413	3.357	0.002	0.003	-0.002
Si	7.683	1.868	3.379	0.001	-0.001	0.005
Si	7.681	5.707	3.381	0.002	-0.003	0.006
Si	7.69	9.557	3.396	-0.006	0	0.003
Si	7.683	13.416	3.377	0.006	0.009	0.001
Si	11.536	1.871	3.386	0.002	0.001	0
Si	11.536	5.71	3.367	-0.001	-0.012	-0.002
Si	11.537	9.564	3.393	-0.002	-0.005	0
Si	11.536	13.419	3.356	-0.008	0.003	-0.006
Si	15.378	-0.057	4.734	-0.002	0.009	0
Si	15.378	3.796	4.734	0	-0.009	-0.004
Si	15.376	7.631	4.735	-0.002	0.002	-0.003
Si	15.38	11.495	4.731	-0.001	-0.012	-0.003
Si	3.833	-0.06	4.737	-0.001	-0.002	0
Si	3.832	3.798	4.742	-0.005	-0.001	-0.003
Si	3.832	7.626	4.742	-0.008	-0.002	-0.002
Si	3.836	11.496	4.736	-0.002	-0.003	-0.004
Si	7.681	-0.053	4.742	-0.005	0.002	0.001
Si	7.685	3.789	4.745	0.009	0.006	0
Si	7.683	7.628	4.747	0.003	0.004	-0.003
Si	7.685	11.491	4.742	-0.006	-0.005	-0.003
Si	11.533	-0.057	4.737	0.006	0.011	0
Si	11.534	3.796	4.743	0.003	-0.003	0.001
Si	11.534	7.63	4.74	0.005	0.002	-0.004
Si	11.534	11.499	4.734	0.003	-0.003	-0.003
Si	1.91	-0.057	6.099	-0.007	-0.003	0.002
Si	1.909	3.8	6.102	-0.005	0.002	0.001
Si	1.909	7.628	6.102	-0.005	-0.001	0.003
Si	1.913	11.492	6.098	-0.001	0.007	0.004
Si	5.756	-0.058	6.101	0.001	0.001	0.003
Si	5.758	3.795	6.104	0.005	-0.003	-0.001
Si	5.757	7.629	6.106	0.001	0.005	0.002
Si	5.759	11.49	6.101	-0.001	0.004	0.003
Si	9.608	-0.054	6.099	-0.002	-0.006	0.001
Si	9.609	3.793	6.104	0.002	-0.003	0.003
Si	9.609	7.63	6.104	-0.008	-0.009	0.002
Si	9.611	11.487	6.099	-0.004	0.008	0.002
Si	13.458	-0.053	6.096	0.008	-0.011	0.003
Si	13.46	3.795	6.101	0.005	0.004	0.003
Si	13.458	7.633	6.1	0.002	-0.008	0.004
Si	13.46	11.491	6.093	0.006	0.008	0.001
Si	1.906	1.872	7.453	0.007	-0.005	-0.003
Si	1.91	5.714	7.479	-0.003	-0.004	-0.001
Si	1.91	9.559	7.45	0.005	-0.007	-0.004
Si	1.911	13.411	7.466	0.001	-0.001	0.003
Si	5.757	1.867	7.459	-0.01	-0.005	-0.001
Si	5.759	5.712	7.478	0.004	0.002	0.003
Si	5.758	9.561	7.457	-0.009	0.008	-0.002
Si	5.758	13.409	7.469	0.004	0.003	0.002
Si	9.607	1.869	7.463	0.005	0.009	0.004
Si	9.606	5.711	7.473	0.008	0.002	0
Si	9.61	9.558	7.46	0.005	0	-0.001
Si	9.609	13.409	7.46	0.004	0.004	0.005
Si	13.458	1.87	7.458	-0.003	-0.007	-0.001
Si	13.464	5.714	7.467	-0.005	-0.005	0.002
Si	13.457	9.563	7.452	0.003	-0.003	-0.006
Si	13.469	13.412	7.455	-0.013	0.005	-0.006
Si	15.379	1.874	8.824	0.011	0.001	-0.007
Si	15.376	5.72	8.847	-0.004	0.001	0.004
Si	15.379	9.569	8.816	-0.004	-0.006	-0.006
Si	15.38	13.417	8.835	-0.001	-0.005	-0.003
Si	3.828	1.872	8.809	-0.004	0.002	-0.008
Si	3.834	5.712	8.843	-0.015	-0.006	0.006
Si	3.83	9.555	8.812	-0.011	0.003	-0.004
Si	3.831	13.412	8.829	-0.008	0.001	0
Si	7.68	1.863	8.823	0	0.001	-0.001
Si	7.684	5.707	8.842	0.01	0.001	0.002
Si	7.681	9.557	8.821	-0.014	-0.001	0
Si	7.686	13.405	8.824	0.015	0.002	0.003
Si	11.536	1.869	8.817	0.01	-0.002	-0.002
Si	11.538	5.712	8.821	0.004	-0.002	-0.004
Si	11.539	9.552	8.817	0.003	0.005	-0.001
Si	11.545	13.406	8.802	0.015	-0.004	-0.01
Si	15.39	-0.041	10.194	-0.012	0.002	0.002
Si	15.37	3.787	10.202	0.001	0.002	0.003
Si	15.377	7.659	10.194	0	-0.005	0.001
Si	15.38	11.485	10.187	-0.001	0.013	-0.001
Si	3.827	-0.038	10.178	0.007	-0.008	0
Si	3.827	3.775	10.192	-0.003	-0.002	-0.005
Si	3.836	7.647	10.195	0.001	-0.002	0.007
Si	3.817	11.474	10.171	0.001	0.008	0.001
Si	7.692	-0.059	10.187	-0.016	-0.016	-0.005
Si	7.671	3.775	10.202	0.002	-0.004	0.002
Si	7.685	7.639	10.195	0.006	0.004	0
Si	7.684	11.479	10.184	-0.004	0.013	-0.004
Si	11.55	-0.063	10.162	0.007	-0.011	-0.003
Si	11.534	3.792	10.18	-0.004	0.001	0.008
Si	11.55	7.629	10.185	0	-0.004	0.008
Si	11.55	11.485	10.159	-0.005	0.014	-0.004
O	1.164	13.67	31.854	-0.177	-0.404	-0.16
O	4.873	4.057	16.8	-0.2	0.496	0.248
O	1.385	14.69	18.314	-0.478	0.206	0.38
O	4.26	7.641	22.826	-0.195	0.267	0.573
O	2.142	4.234	18.351	0.173	0.33	-0.042
O	1.942	7.349	18.399	0.387	-0.301	0.229
O	1.903	9.707	17.4	-0.158	-0.008	0.216
O	2.01	12.157	18.364	0.269	-0.094	0.309
O	5.624	14.582	18.226	-0.179	0.036	0.347
O	4.411	3.068	25.652	-0.042	0.068	0.041
O	6.841	3.765	18.541	0.312	0.093	0.1
O	6.091	7.004	18.104	-0.128	-0.389	0.037
O	3.958	5.532	24.414	-0.037	-0.293	0.023
O	8.077	0.837	25.294	0.205	0.309	0.217
O	9.411	-0.149	18.36	0.086	0.215	0.117
O	9.503	11.466	18.311	-0.583	-0.125	0.468
O	9.667	3.226	18.321	-0.347	-0.18	0.077
O	9.547	5.694	17.385	0.131	-0.109	0.038
O	9.397	8.193	18.184	-0.017	0.587	-0.092
O	6.857	14.258	26.584	0.095	-0.147	0.302
O	13.565	9.361	20.554	-0.163	0.203	0.414
O	13.285	0.556	18.427	0.037	-0.118	0.307
O	13.343	3.186	18.249	-0.099	-0.12	0.042
O	13.45	5.724	17.464	0.052	0.051	0.324
O	13.499	8.249	18.21	0.146	-0.109	0.49
O	3.904	0.883	24.449	-0.38	-0.205	0.13
O	13.85	10.9	18.332	0.275	0.002	0.196
O	11.569	9.874	18.846	-0.296	-0.02	-0.302
O	15.529	7.722	20.29	-0.226	-0.102	-0.271
O	1.797	1.791	17.476	-0.106	0.058	0.183
O	1.942	5.832	20.45	0.319	-0.022	0.3
O	7.182	11.229	25.23	-0.143	0.314	-0.484
O	2.344	5.269	26.56	-0.239	0.165	-0.458
O	5.033	3.31	20.389	-0.178	-0.482	-0.178
O	8.817	5.75	22.254	-0.125	0.064	-0.169
O	5.299	13.246	20.496	0.311	0.018	0.451
O	8.487	1.733	22.742	0.316	0.463	0.482
O	7.635	7.905	20.115	-0.236	0.193	0.491
O	2.772	13.86	20.3	-0.081	0.487	0.277
O	6.021	11.981	18.319	0.038	-0.182	0.438
O	5.173	12.188	26.573	-0.122	-0.145	0.522
O	13.713	2.318	28.28	-0.077	0.356	-0.561
O	14.781	3.103	24.928	0.07	0.194	0.706
O	3.557	12.361	22.282	-0.493	0.04	-0.004
O	11.486	2.074	19.735	-0.289	-0.204	0.113
O	6.438	5.617	20.289	-0.012	0.007	0.466
O	8.124	0.675	28.006	-0.25	0.389	-0.12
O	1.294	12.244	26.14	0.449	0.259	0.117
O	4.419	-0.805	27.457	0.157	0.161	-0.037
O	15.51	3.022	30.113	-0.216	0.668	-0.215
O	6.968	3.57	26.378	0.175	-0.236	-0.23
O	15.517	3.014	22.466	0.145	0.213	-0.109
O	2.603	8.352	20.825	-0.27	0.523	0.297
O	2.141	14.377	28.746	0.019	-0.522	-0.119
O	13.746	7.154	22.141	-0.082	0.065	0.42
O	0.585	1.022	28.466	0.446	0.194	-0.392
O	14.93	14.332	22.256	-0.159	0.307	-0.381
O	8.295	4.993	24.681	0.04	-0.093	-0.081
O	0.898	9.96	30.181	0.277	0.385	-0.101
O	3.796	8.57	28.256	-0.534	0.1	0.173
O	2.756	9.965	26.194	0.158	0.188	-0.331
O	8.86	9.399	25.973	-0.155	-0.061	0.758
O	9.765	11.275	24.442	0.053	0.315	-0.423
O	13.668	6.067	29.1	0.096	-0.39	-0.204
O	8.02	4.492	31.08	0.069	-0.055	-0.556
O	10.162	7.161	26.149	0.421	0.003	-0.031
O	11.195	13.326	22.614	0.247	-0.061	0.368
O	11.462	5.912	22.38	-0.059	0.245	0.43
O	3.676	7.51	25.953	-0.213	0.134	-0.408
O	13.918	2.047	20.563	0.228	-0.36	0.496
O	11.582	12.819	26.381	0.297	0.48	-0.53
O	13.267	0.109	24.021	-0.056	-0.384	0.124
O	12.362	10.766	24.953	0.46	-0.368	-0.181
O	8.132	9.657	30.169	0.195	0.022	-0.268
O	15.313	8.015	28.627	-0.126	0.09	-0.634
O	0.576	10.199	27.519	0.038	0.318	-0.141
O	9.168	11.867	26.945	-0.382	-0.188	0.564
O	8.024	7.081	30.619	0.286	-0.013	-0.062
O	2.825	3.804	28.726	-0.049	0.01	-0.046
O	11.19	2.103	27.694	-0.48	-0.121	-0.074
O	4.257	5.242	21.898	-0.105	0.414	-0.317
O	2.56	3.401	20.919	-0.105	-0.37	0.327
O	0.394	0.819	23.931	0.331	-0.088	-0.12
O	9.812	14.597	20.837	0.526	-0.036	-0.075
O	5.313	9.59	26.297	0.385	-0.319	-0.032
O	15.054	13.75	24.724	0.036	-0.303	-0.299
O	6.264	8.193	29.046	-0.144	0.187	-0.333
O	5.243	3.042	28.203	0.43	-0.326	-0.032
O	11.912	2.637	30.147	-0.257	-0.139	-0.169
O	4.408	9.323	30.61	-0.251	0.002	0.023
O	7.836	0.815	20.312	-0.463	-0.07	0.039
O	10.704	8.843	24.167	0.485	-0.258	-0.278
O	7.471	3.39	21.096	-0.084	0.457	0.572
O	3.543	1.219	28.958	-0.34	-0.117	0.076
O	13.412	5.164	23.947	0.124	0.364	0.381
O	11.539	10.589	30.085	-0.282	-0.169	-0.145
O	14.066	12.047	26.502	0.24	-0.186	0.47
O	8.921	-0.748	23.326	-0.073	-0.556	0.027
O	0.977	5.68	28.794	0.137	-0.082	0.106
O	0.324	0.734	31.407	0.19	-0.041	0.086
O	13.569	4.575	21.438	-0.256	0.099	-0.215
O	13.384	12.387	21.4	-0.148	-0.077	-0.474
O	4.258	11.98	31.089	0.038	-0.002	-0.585
O	7.986	1.961	30.269	-0.415	0.022	-0.281
O	4.37	-0.967	30.124	0.421	0.07	-0.317
O	4.322	6.726	30.141	-0.202	-0.16	-0.46
O	7.7	-0.708	30.262	-0.296	-0.22	-0.134
O	7.983	12.153	31.014	-0.129	0.104	-0.494
O	10.012	0.337	29.918	0.092	0.159	0.434
O	10.41	4.494	20.487	0.304	0.078	0.123
O	11.122	0.572	22.639	0.118	0.203	-0.452
O	9.466	9.732	20.302	-0.187	0.202	0.68
O	12.665	2.629	23.44	0.071	0.206	-0.424
O	15.368	9.172	22.492	-0.067	-0.044	0.413
O	15.341	14.235	27.224	-0.125	0.415	-0.188
O	11.015	11.963	20.346	0.119	0.605	-0.286
O	5.871	9.545	17.362	0.185	-0.161	0.393
O	13.955	10.194	29.227	-0.068	0.243	0.337
O	9.609	3.256	26.036	-0.03	-0.157	-0.289
O	11.581	10.743	22.53	-0.017	-0.632	-0.408
O	5.064	7.866	20.311	-0.238	0.354	-0.008
O	5.858	1.678	17.364	0.178	-0.136	0.288
O	15.086	14.222	29.782	-0.508	-0.254	-0.34
O	2.02	2.795	24.402	-0.123	0.358	0.515
O	12.167	8.264	29.089	-0.258	0.118	-0.226
O	12.374	0.19	29.077	0.684	-0.295	-0.341
O	8.674	5.358	27.313	-0.148	-0.121	0.343
O	4.928	14.015	24.829	-0.223	-0.543	-0.147
O	10.143	7.137	20.474	0.419	0.026	0.091
O	4.217	-0.561	22.315	-0.175	0.525	0.082
O	0.187	3.912	19.99	-0.338	-0.205	-0.503
O	4.762	11.012	24.176	-0.177	0.126	-0.159
O	9.492	14.42	26.478	0.197	0.3	-0.434
O	4.231	2.895	22.946	0.259	-0.087	-0.018
O	0.276	11.77	22.559	0.215	0.027	0.198
O	7.688	13.651	19.55	0.399	-0.584	0.034
O	4.488	9.98	21.752	0.214	0.264	-0.503
O	6.393	0.286	23.408	-0.151	-0.046	-0.535
O	0.433	10.205	24.833	-0.512	-0.189	0.126
O	0.288	12.998	20.163	-0.467	0.038	-0.215
O	12.272	3.645	25.811	0.205	0.333	0.506
O	6.357	6.101	23.306	0.107	-0.233	-0.202
O	0.559	3.473	27.531	-0.092	-0.081	-0.624
O	13.492	13.44	17.567	0.009	0.095	0.119
O	12.079	10.471	27.497	-0.477	-0.086	-0.294
O	10.568	13.479	28.665	-0.032	-0.441	0.158
O	10.967	6.093	28.427	-0.267	-0.497	0.033
O	8.411	7.539	24.153	-0.146	0.2	0.031
O	2.356	10.264	23.186	0.026	-0.138	0.376
O	4.971	5.307	26.816	0.2	0.269	0.161
O	8.854	7.803	28.34	0.202	0.321	-0.065
O	11.212	1.34	25.166	-0.27	-0.507	0.085

Results
total energy: -104301.926 eV
total energy less fixed offsets of O -438.35, Si -107.03 eV per atom: 1.834 eV
